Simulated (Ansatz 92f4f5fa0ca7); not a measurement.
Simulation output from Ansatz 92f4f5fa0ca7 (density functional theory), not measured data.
Periodic cell of 223 atoms, Si132O90B1, from a study of silicon, its oxide and their interface. The atomic structure is a simulated model.
Doubt: the cutoff is far below the 930 eV that the study's wrapper takes by default for these files, so forces and energies are approximate.
This geometry differs little from another in the collection (a relaxation step or a small displacement).

Settings: functional PBE; potential files Ansatz PAW; basis plane waves; wave-function cutoff 580 eV; density cutoff ratio 5; exchange-correlation grid ratio 1; k mesh 1 x 1 x 1, Gamma-centred; self-consistency stop 5e-08 eV per atom in the density residual; occupations fixed; spin none; net charge -1 e, with a uniform compensating background and no finite-size correction.

Cell vectors (angstrom)
a, 10.938, 0, 0
b, 0, 10.938, 0
c, 0, 0, 32.1988

Atoms: element, x, y, z (angstrom)
Si, 10.6072, 0.1734, 24.7279
Si, 5.7493, 10.7049, 24.7354
Si, 2.4846, 2.9531, 24.6203
Si, 8.4509, 2.4525, 24.7903
Si, 0.2822, 5.2153, 24.7271
Si, 5.0986, 5.8185, 24.6475
Si, 2.8383, 8.0911, 24.4718
Si, 7.9619, 8.4656, 24.6875
Si, 1.3165, 1.3744, 25.9498
Si, 6.8683, 1.3227, 26.1143
Si, 4.0367, 4.1499, 25.9706
Si, 9.6156, 4.0724, 26.0386
Si, 1.4033, 6.8714, 25.971
Si, 6.7577, 6.8858, 25.9693
Si, 4.0747, 9.5465, 25.9294
Si, 9.4702, 9.6048, 26.1157
Si, 2.7231, 0.0146, 27.2879
Si, 8.1685, -0.0123, 27.5469
Si, 0.0185, 2.7148, 27.4299
Si, 5.442, 2.77, 27.3299
Si, 2.7147, 5.4994, 27.4088
Si, 8.1716, 5.4844, 27.2986
Si, -0.0187, 8.2014, 27.3394
Si, 5.4275, 8.2275, 27.3973
Si, 4.0738, 1.3814, 28.7004
Si, 9.5869, 1.3717, 28.8168
Si, 1.3606, 4.1138, 28.7749
Si, 6.829, 4.1213, 28.7101
Si, 4.1013, 6.8403, 28.7747
Si, 9.5418, 6.8358, 28.7073
Si, 1.3648, 9.5849, 28.6943
Si, 6.7759, 9.5549, 28.8301
Si, 0.0259, -0.0125, 30.1359
Si, 5.4183, 0.0277, 30.1309
Si, 2.7356, 2.7382, 30.1211
Si, 8.1928, 2.7628, 30.1135
Si, -0.0336, 5.4766, 30.1049
Si, 5.482, 5.4727, 30.1263
Si, 2.7189, 8.2285, 30.0977
Si, 8.196, 8.1842, 30.1334
Si, 1.3807, 1.3657, 31.5096
Si, 6.824, 1.3878, 31.4703
Si, 4.1121, 4.1001, 31.4909
Si, 9.5604, 4.1117, 31.4982
Si, 1.349, 6.8535, 31.4505
Si, 6.8456, 6.8246, 31.5216
Si, 4.0731, 9.5822, 31.5009
Si, 9.5774, 9.5601, 31.4909
Si, 2.7369, 0.0029, 0.7016
Si, 8.1952, 0.0125, 0.6329
Si, -0.0042, 2.7388, 0.6678
Si, 5.4815, 2.7374, 0.6734
Si, 2.728, 5.499, 0.6227
Si, 8.2143, 5.4585, 0.7
Si, 0.0095, 8.1924, 0.6647
Si, 5.4642, 8.2173, 0.666
Si, 4.133, 1.3676, 2.0539
Si, 9.5586, 1.3547, 2.0282
Si, 1.3768, 4.138, 2.0024
Si, 6.8491, 4.083, 2.0634
Si, 4.0981, 6.8357, 2.0282
Si, 9.5889, 6.8378, 2.0497
Si, 1.3766, 9.5447, 2.0485
Si, 6.8324, 9.6042, 2.0253
Si, -0.0146, -0.0322, 3.3764
Si, 5.4964, 0.0127, 3.4636
Si, 2.7716, 2.7926, 3.3492
Si, 8.1952, 2.6906, 3.4438
Si, 0.0293, 5.477, 3.424
Si, 5.4735, 5.4704, 3.3947
Si, 2.7686, 8.2044, 3.4396
Si, 8.205, 8.2315, 3.3662
Si, 1.3907, 1.3921, 4.6168
Si, 6.8495, 1.3461, 4.9084
Si, 4.1539, 4.0873, 4.7968
Si, 9.581, 4.0809, 4.7514
Si, 1.4172, 6.83, 4.8157
Si, 6.8244, 6.8886, 4.7197
Si, 4.1388, 9.5759, 4.8384
Si, 9.5531, 9.5512, 4.7847
Si, 2.7441, 0.1104, 6.0487
Si, 8.2079, -0.0665, 6.2703
Si, 0.03, 2.6691, 6.0359
Si, 5.4763, 2.7271, 6.2879
Si, 2.8174, 5.4753, 6.1799
Si, 8.1738, 5.4755, 6.0326
Si, 0.0117, 8.1863, 6.1477
Si, 5.531, 8.2211, 6.2329
Si, 3.8374, 1.5679, 7.5958
Si, 9.8416, 1.1385, 7.4504
Si, 1.6325, 3.7935, 7.3061
Si, 6.6546, 4.4133, 7.4819
Si, 4.4084, 6.6309, 7.5466
Si, 9.3698, 6.9402, 7.3987
Si, 1.1421, 9.9164, 7.2891
Si, 7.165, 9.2203, 7.677
O, 8.3124, 8.0739, 7.9181
O, 2.7175, 2.7297, 7.9538
O, 9.5304, 1.344, 24.1942
O, 3.9917, 6.9216, 24.0796
O, 0.0345, 0.0269, 7.9583
O, 5.5337, 5.5121, 8.0377
O, 6.8533, 9.5968, 24.177
O, 1.3726, 4.0942, 24.1518
O, 3.859, 7.3851, 8.9362
O, 0.8176, 4.3625, 8.6042
O, 9.8173, 6.1594, 8.7932
O, 2.1087, 9.3776, 8.5023
O, 7.5077, 3.9191, 8.8111
O, 4.2661, 0.9169, 9.0676
O, 6.7489, 9.5425, 9.2403
O, 9.2112, 1.8545, 8.7999
O, 7.6781, 3.1725, 23.5346
O, 10.5228, 5.9141, 23.4325
O, 5.1477, 0.5285, 23.4156
O, 5.8177, 5.1205, 23.3428
O, 3.1482, 2.2844, 23.2559
O, 2.1694, 8.8149, 23.1874
O, 8.6517, 7.7971, 23.3582
O, 0.1894, 10.172, 23.5555
Si, 4.4266, 1.6272, 22.4615
Si, 3.4883, 7.9112, 14.0531
Si, 7.1276, 0.9437, 14.705
B, 0.8858, 9.3736, 22.5502
Si, 1.1753, 4.2944, 11.8917
Si, 6.2585, 8.9454, 15.3541
Si, 0.6799, 1.3513, 12.3081
Si, 8.6974, 5.0242, 20.5531
Si, 0.3274, 5.6985, 9.3628
Si, 5.0743, 3.08, 17.9632
Si, 0.878, 3.7097, 16.7761
Si, 10.4027, 2.8045, 19.2993
Si, 5.2783, 1.1738, 10.3464
Si, 0.8513, 0.0973, 20.0469
Si, 6.6493, 9.4499, 10.8785
Si, 9.339, 9.6596, 18.3956
Si, 9.3866, 9.2417, 12.6126
Si, 6.5784, 3.8982, 22.5838
Si, 2.4364, 8.0633, 9.3823
Si, 10.5799, 7.3531, 17.1012
Si, 2.5034, 6.2707, 16.6007
Si, 10.1767, 4.4679, 14.2097
Si, 6.1177, 9.1586, 18.5513
Si, 7.9674, 2.5608, 9.5825
Si, 8.8795, 2.1194, 12.4676
Si, 5.3333, 6.2106, 18.0915
Si, 3.88, 0.5202, 19.5102
Si, 4.2744, 3.8262, 12.0613
Si, 5.5432, 6.5917, 12.1545
Si, 8.0091, 2.4802, 17.2771
Si, 4.3601, 2.4596, 14.9781
Si, 1.5483, 1.1876, 15.2656
Si, 1.5688, 9.3992, 12.0615
Si, 8.0499, 6.8354, 13.894
Si, 10.3752, 9.8291, 15.534
Si, 9.9212, 7.1446, 22.5275
Si, 8.1179, 5.4698, 17.4497
O, 6.0431, 7.9502, 11.3037
O, 5.9991, 9.1717, 16.9274
O, 7.698, 1.332, 13.2296
O, 0.8994, 1.7292, 13.8753
O, 9.4289, 6.2326, 16.8797
O, 6.7646, 6.1922, 13.1464
O, 5.1135, 4.6226, 18.6248
O, 9.2084, 2.1308, 18.3437
O, 2.3205, 0.0554, 19.2002
O, 9.4343, 10.2307, 16.8275
O, 2.7845, 4.421, 11.7195
O, 5.0339, 10.2868, 19.1277
O, 9.4296, 3.225, 13.4966
O, 0.4171, 1.715, 20.0503
O, 3.1625, 1.3289, 15.0547
O, 8.1942, 5.4047, 19.0572
O, 3.8929, 6.5673, 17.3994
O, 4.5619, 3.2563, 16.3981
O, 9.0582, 5.6416, 14.3238
O, 5.4806, 2.8124, 22.07
O, 10.6725, 4.1107, 15.7014
O, 0.3434, 3.8, 18.3101
O, 10.3938, 10.4679, 19.3281
O, 9.6304, 10.0211, 14.07
O, 11.0008, 8.2401, 22.1025
O, 1.2101, 2.1367, 16.5329
O, 9.7553, 3.7755, 20.4462
O, 8.1424, 4.0077, 16.7397
O, -0.046, 9.097, 11.943
O, 6.5625, 2.3837, 18.0287
O, 5.5826, 10.7098, 11.1957
O, 7.7297, 9.5639, 18.8679
O, 10.0319, 1.0037, 12.069
O, 1.3131, 6.9457, 9.0717
O, 0.6189, 4.7522, 13.3606
O, 5.692, 7.5883, 19.0052
O, 5.2337, 5.0755, 11.5341
O, 2.7098, 6.9648, 15.1337
O, 0.9091, 2.7288, 11.4759
O, 0.8661, 10.6634, 15.5525
O, 2.3922, 8.5741, 10.9196
O, 4.6976, 2.4235, 11.2714
O, 4.2467, 3.4904, 13.6874
O, 2.1842, 4.6637, 16.5106
O, 10.6929, 8.2388, 15.7211
O, 6.9223, 10.2773, 14.7152
O, 2.347, 8.9365, 13.4367
O, 8.0342, 1.5096, 15.9493
O, 4.1278, 6.9812, 12.8734
O, 4.1385, 1.958, 18.7105
O, 7.3552, 4.5249, 21.3163
O, 8.3988, 2.8933, 11.1164
O, 1.1738, 6.8519, 17.3729
O, 5.6664, 1.575, 14.7615
O, 8.1272, 9.7435, 11.619
O, 9.3205, 6.3648, 21.2119
O, 8.9604, 7.7076, 12.8904
O, 1.6555, 0.1049, 11.886
O, 6.6439, 6.1143, 17.0922
O, 7.3866, 7.7806, 15.0635
O, 1.1821, 10.2687, 21.4105
O, 10.0128, 8.1711, 18.3769
O, 3.991, 0.8674, 21.1
O, 0.335, 5.3157, 10.9319
O, 6.6937, 1.561, 9.6322
O, 4.7758, 8.6906, 14.6982

Results
free energy: -135249.293 eV
free energy less fixed offsets of B -154.04, O -568.88, Si -635.61 eV per atom: 4.467 eV

Forces (eV/angstrom), in the order of the atoms: element, x, y, z
Si, -0.023, -0.009, 0.0097
Si, -0.0007, 0.0021, -0.0029
Si, -0.0027, -0.0147, -0.0007
Si, 0.0054, 0.0033, -0.0171
Si, 0.0016, 0.0018, -0.0025
Si, 0.0047, -0.0055, 0.018
Si, 0.0234, 0.0085, 0.0018
Si, 0.0027, 0.0032, -0.0088
Si, 0.0115, 0.0067, 0.0007
Si, -0.0095, 0.0008, -0.0069
Si, -0.0034, 0.0157, -0.005
Si, 0.0012, 0.0036, 0.001
Si, -0.0066, -0.0094, 0.0105
Si, -0.0042, -0.0002, -0.0012
Si, 0.0025, -0.0043, 0.0152
Si, 0.0113, 0.0189, -0.0123
Si, 0.0063, -0.0108, -0.0042
Si, -0.0027, -0.0079, -0.0006
Si, -0.0045, 0.0113, -0.005
Si, 0.0089, -0.0052, 0.0037
Si, 0.004, 0.0058, -0.0126
Si, 0.0041, -0.0079, 0.0007
Si, 0.0028, -0.0057, -0.002
Si, -0.0114, 0.0003, -0.0131
Si, -0.0061, -0.0013, -0.0068
Si, 0.0031, -0.0028, 0.0107
Si, -0.0081, -0.0009, 0.002
Si, -0.0016, 0.0052, -0.0094
Si, -0.0009, 0.0018, -0.0025
Si, 0.0039, -0.0031, -0.0057
Si, 0.004, 0.0037, 0.0011
Si, -0.0076, 0.004, 0.0094
Si, -0.0054, 0.0036, 0.0018
Si, 0.0056, -0.0099, 0.0014
Si, 0.0021, 0.0031, 0.0023
Si, 0.0036, -0.0044, 0.001
Si, 0.0053, -0.001, 0.0014
Si, -0.004, 0.0009, -0.0001
Si, 0.0022, -0.0054, 0.0017
Si, -0.0003, 0.0057, 0.0029
Si, 0.0013, -0.0019, -0.0012
Si, -0.001, 0.0016, 0.0005
Si, 0.0017, 0.0008, -0.0001
Si, -0.0002, 0.0031, -0.0019
Si, -0.0015, 0.0021, 0.0018
Si, 0.0012, -0.0015, -0.0018
Si, -0.0016, 0.0049, -0.0019
Si, 0.0018, -0.0008, -0.0001
Si, 0.0013, -0.0027, 0.0034
Si, -0.0004, 0.0001, 0.0016
Si, -0.0022, 0.0015, 0.002
Si, 0.0001, -0.0008, 0.0012
Si, -0.0007, 0.0004, 0.002
Si, 0.0018, -0.0016, 0.0031
Si, 0.0036, -0.0007, 0.0007
Si, 0.0001, 0.0017, 0.0039
Si, -0.0003, 0.0048, -0.0019
Si, -0.0019, -0.004, -0.0012
Si, 0.0068, 0.0021, 0.0017
Si, -0.0038, 0.0022, -0.0013
Si, -0.0022, -0.0038, -0.0003
Si, -0.0012, 0.0046, -0.0015
Si, -0.0076, 0.0008, -0.0013
Si, 0.0067, -0.0008, 0.0003
Si, 0.0005, -0.0072, -0.0034
Si, 0.0028, 0.0023, 0.0108
Si, 0.0043, 0.0057, -0.0066
Si, -0.0051, -0.0056, 0.0057
Si, 0.0035, 0.0006, 0.0016
Si, -0.0017, -0.0053, 0.0029
Si, 0.0042, 0.0035, 0.0048
Si, -0.0002, 0.0035, -0.0018
Si, -0.0033, -0.0016, -0.0099
Si, 0.0021, -0.0002, -0.007
Si, 0.0038, 0.0046, -0.0092
Si, 0.0015, -0.0003, 0.0016
Si, 0.0013, -0.0018, -0.0023
Si, 0.0005, 0.001, -0.0022
Si, 0.0018, -0.0038, -0.0026
Si, 0.0001, 0.0036, -0.0068
Si, 0.0099, -0.0079, 0.0029
Si, -0.0031, 0.0029, 0.0025
Si, -0.0067, 0.0072, 0.0039
Si, 0.0016, -0.0065, -0.0003
Si, -0.0015, 0.0035, 0.0025
Si, 0.002, -0.0012, -0.0023
Si, 0.0011, -0.0036, -0.0002
Si, -0.0044, 0.0041, -0.0023
Si, 0.0022, -0.005, 0.0165
Si, -0.0041, 0.0064, 0.0103
Si, -0.01, 0.0036, 0.0161
Si, 0.0053, 0.0027, 0.0174
Si, -0.0014, 0.0057, 0.0067
Si, -0.0029, -0.0036, 0.0123
Si, 0.0048, -0.0008, 0.0172
Si, -0.0076, 0.0007, 0.0127
O, 0.009, 0.007, -0.001
O, 0.0056, 0.0035, -0.0097
O, 0.0199, -0.0199, 0.0215
O, -0.0058, -0.0096, -0.0254
O, -0.0044, -0.0023, -0.0068
O, -0.0058, -0.0051, -0.0021
O, 0.005, -0.0008, -0.0009
O, 0.0034, 0.0102, -0.0047
O, 0.0054, -0.0043, -0.0045
O, 0.0034, -0.0059, -0.006
O, -0.0055, 0.0049, -0.0069
O, -0.0051, 0.006, -0.0084
O, -0.0055, 0.0049, -0.0078
O, -0.0059, 0.003, -0.011
O, 0.0024, -0.0002, -0.0133
O, 0.0072, -0.0057, -0.0073
O, 0.0102, -0.0106, 0.0188
O, 0.0039, -0.0029, 0.0128
O, 0.0053, -0.0052, 0.0095
O, -0.0121, 0.0123, 0.0135
O, -0.0057, 0.0102, 0.0085
O, 0.0151, -0.0074, 0.0094
O, -0.0083, 0.0073, 0.0093
O, -0.0461, 0.0384, 0.0272
Si, -0.0001, -0.0013, -0.0207
Si, 0, 0.0005, 0.0035
Si, -0.0019, -0.0018, 0.0056
B, -0.0052, -0.0132, -0.018
Si, 0.0013, -0.0033, -0.0013
Si, 0.002, -0.0015, 0.0051
Si, -0.0008, -0.0011, -0.0047
Si, 0.0012, -0.0049, -0.0071
Si, 0.0027, 0.0015, 0.0037
Si, 0.002, 0.0016, 0.0104
Si, 0.001, -0.0003, 0.0041
Si, -0.0004, 0.0011, 0.0021
Si, 0.003, 0.0011, 0.003
Si, -0.011, 0.012, -0.0109
Si, -0.0001, -0.0038, 0.0053
Si, -0.0049, -0.003, 0.0073
Si, 0.0021, -0.0011, -0.0016
Si, -0.0018, -0.0006, -0.0181
Si, -0.0019, -0.0001, 0.0042
Si, 0.002, -0.0024, 0.0089
Si, -0.0023, -0.0014, 0.0082
Si, -0.0004, 0, 0.003
Si, 0.0036, -0.0015, 0.0094
Si, -0.0034, -0.0017, 0.0046
Si, 0.0035, -0.0022, 0.0024
Si, -0.0021, -0.0003, 0.0106
Si, 0.0025, -0.0005, -0.0028
Si, -0.0009, 0.0027, -0.0042
Si, -0.0004, -0.0012, -0.0046
Si, -0.0018, -0.0012, 0.0078
Si, -0.0014, -0.0031, 0.006
Si, -0.0008, -0.0008, 0.0068
Si, -0.0038, 0.002, 0
Si, 0.0001, -0.0007, 0.0041
Si, 0.0015, 0.0019, 0.0059
Si, 0.0093, 0.0082, -0.0225
Si, 0.0009, 0.0009, 0.003
O, 0.0008, 0.0039, 0.0008
O, -0.001, 0.0004, 0.0014
O, 0, 0.0002, -0.0013
O, 0.0002, 0, -0.0005
O, -0.0024, -0.0005, -0.0038
O, -0.0006, -0.0003, 0.0002
O, -0.0002, -0.0013, -0.0066
O, 0.0046, 0.0006, -0.0024
O, 0.0005, -0.0011, -0.0011
O, -0.0008, -0.0014, -0.0023
O, 0, -0.0007, 0.0033
O, -0.0038, 0.0031, -0.0048
O, -0.0014, -0.0016, -0.0013
O, 0.0025, -0.0039, -0.0021
O, 0.0003, 0.0001, -0.0039
O, 0.0044, -0.0015, 0.0099
O, 0.0042, 0.0004, -0.0046
O, 0.0012, 0.0009, -0.0011
O, -0.0006, -0.0006, -0.0021
O, 0.0025, 0.0001, 0.0033
O, 0.0021, -0.0021, -0.0023
O, -0.0044, -0.0035, 0.001
O, 0.0078, 0.0018, -0.0019
O, 0, -0.0002, -0.0005
O, -0.0091, -0.0276, -0.0011
O, -0.001, 0.0014, -0.0035
O, -0.0021, 0.0038, -0.001
O, -0.0005, 0.0009, -0.0042
O, 0.0013, -0.0005, 0.0025
O, -0.0025, 0, -0.0063
O, -0.0002, 0.0021, 0.0007
O, -0.0003, -0.0007, -0.0075
O, -0.0018, 0, 0.0028
O, 0.0008, -0.0002, 0.0032
O, -0.0002, 0.0002, -0.0008
O, -0.0001, -0.0005, -0.0053
O, -0.0008, -0.0018, 0.0037
O, -0.0008, -0.0021, -0.0014
O, 0.0003, 0.0016, 0.0025
O, -0.0016, -0.0017, -0.004
O, 0.0022, -0.0027, -0.0062
O, 0.0015, -0.0054, -0.0004
O, 0.0004, 0.0001, -0.0017
O, -0.0002, 0.0003, -0.0053
O, -0.0007, -0.0019, -0.0012
O, 0.0001, -0.0004, -0.0027
O, 0.0002, -0.0008, -0.0007
O, 0.0015, 0.0023, -0.0012
O, 0.0001, -0.0004, 0.0009
O, -0.0035, -0.006, -0.0027
O, -0.0077, -0.0051, 0.0075
O, -0.003, 0.0005, -0.0058
O, -0.0017, 0.001, -0.0065
O, 0.0001, 0, -0.0035
O, -0.0042, 0.0007, -0.0002
O, 0.0048, 0.0085, 0.0098
O, -0.0006, -0.0001, 0.001
O, 0.0005, -0.0011, 0.0029
O, -0.0007, -0.0005, -0.0043
O, -0.0011, 0.0004, -0.0026
O, 0.0161, 0.0042, -0.0267
O, -0.0008, 0.0028, -0.0054
O, 0.0029, 0.0071, 0.0136
O, -0.002, 0.0035, -0.0056
O, 0.0014, 0.0011, 0.0019
O, -0.0001, -0.0001, -0.0024

The program warned: the cutoff lies below the one the program advises for these potential files; the forces do not sum to zero within the program's tolerance; the exchange-correlation potential is rough where the density is thin.
